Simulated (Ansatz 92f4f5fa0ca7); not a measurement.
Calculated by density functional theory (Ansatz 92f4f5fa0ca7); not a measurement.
Periodic cell of 258 atoms, Si166O92, from a study of silicon, its oxide and their interface. The atomic structure is a simulated model.
Doubt: the cutoff is far below the 930 eV that the study's wrapper takes by default for these files, so forces and energies are approximate.
This geometry differs little from another in the collection (a relaxation step or a small displacement).

Settings: functional PBE; potential files Ansatz PAW; basis plane waves; wave-function cutoff 580 eV; density cutoff ratio 5; exchange-correlation grid ratio 1; k mesh 1 x 1 x 1, Gamma-centred; self-consistency stop 5e-08 eV per atom in the density residual; occupations fixed; spin none; net charge 0.

Cell vectors (angstrom)
a  10.938  0  0
b  0  10.938  0
c  0  0  37.6974

Atoms: element, x, y, z (angstrom)
Si  0  0  0.683
Si  5.469  0  0.683
Si  2.7345  2.7345  0.683
Si  8.2035  2.7345  0.683
Si  0  5.469  0.683
Si  5.469  5.469  0.683
Si  2.7345  8.2035  0.683
Si  8.2035  8.2035  0.683
Si  1.3673  1.3673  2.0503
Si  6.8362  1.3673  2.0503
Si  4.1018  4.1018  2.0503
Si  9.5708  4.1018  2.0503
Si  1.3673  6.8362  2.0503
Si  6.8362  6.8362  2.0503
Si  4.1018  9.5708  2.0503
Si  9.5708  9.5708  2.0503
Si  2.7345  0  35.6459
Si  8.2035  0  35.6459
Si  0  2.7345  35.6459
Si  5.469  2.7345  35.6459
Si  2.7345  5.469  35.6459
Si  8.2035  5.469  35.6459
Si  0  8.2035  35.6459
Si  5.469  8.2035  35.6459
Si  4.1018  1.3673  37.0132
Si  9.5708  1.3673  37.0132
Si  1.3673  4.1018  37.0132
Si  6.8362  4.1018  37.0132
Si  4.1018  6.8362  37.0132
Si  9.5708  6.8362  37.0132
Si  1.3673  9.5708  37.0132
Si  6.8362  9.5708  37.0132
Si  0.0869  -0.7062  27.0081
Si  5.6433  -0.2754  27.6062
Si  2.4924  3.167  27.596
Si  7.6128  3.103  27.6043
Si  0.1156  5.2507  27.4124
Si  5.8218  5.0061  27.4412
Si  2.5517  8.2368  27.4751
Si  7.8539  8.3869  27.4759
Si  1.3648  1.499  28.7842
Si  6.714  1.3828  28.9276
Si  4.1324  4.1973  28.8963
Si  9.4443  4.1031  28.7483
Si  1.3013  6.7708  28.8122
Si  6.7487  6.753  28.7616
Si  4.023  9.5022  28.8406
Si  9.525  9.4925  28.7071
Si  2.6789  0.0206  30.1413
Si  8.2388  0.0239  30.1212
Si  -0.1026  2.7471  30.1501
Si  5.3422  2.7078  30.2841
Si  2.7244  5.5224  30.2272
Si  8.1772  5.4977  30.175
Si  -0.068  8.1669  30.1443
Si  5.4043  8.1272  30.1728
Si  4.0064  1.3366  31.6074
Si  9.5435  1.3663  31.5599
Si  1.3316  4.0932  31.5114
Si  6.8003  4.1009  31.5414
Si  4.0637  6.8538  31.6217
Si  9.5363  6.8347  31.562
Si  1.3112  9.5667  31.4971
Si  6.8338  9.5519  31.461
Si  -0.0229  -0.0077  32.9035
Si  5.4612  -0.0281  32.8804
Si  2.6652  2.7312  32.9328
Si  8.1721  2.7346  32.9117
Si  -0.0128  5.4644  32.9021
Si  5.4476  5.4611  32.9306
Si  2.6886  8.24  32.9212
Si  8.1743  8.2147  32.9
Si  1.3378  1.3471  34.2911
Si  6.8177  1.3518  34.2683
Si  4.0805  4.0845  34.2797
Si  9.5615  4.0933  34.2732
Si  1.354  6.8327  34.2761
Si  6.8262  6.8342  34.278
Si  4.097  9.5698  34.2778
Si  9.5566  9.5636  34.2743
Si  2.7463  0.0006  3.4128
Si  8.212  0.0061  3.4192
Si  0.008  2.7391  3.4071
Si  5.4697  2.734  3.4043
Si  2.7452  5.4817  3.4264
Si  8.2072  5.4669  3.4187
Si  0.029  8.2185  3.4184
Si  5.4744  8.2028  3.4135
Si  4.1071  1.3733  4.7675
Si  9.596  1.3745  4.7801
Si  1.3958  4.0781  4.7706
Si  6.8509  4.0678  4.7756
Si  4.108  6.8627  4.8048
Si  9.6026  6.8374  4.754
Si  1.4209  9.5663  4.8062
Si  6.8519  9.5586  4.7696
Si  0.0569  0.0212  6.1296
Si  5.486  0.0112  6.103
Si  2.7304  2.6962  6.1637
Si  8.231  2.7199  6.1663
Si  0.0377  5.4635  6.0974
Si  5.4689  5.4385  6.1037
Si  2.7966  8.2504  6.244
Si  8.2571  8.2069  6.1178
Si  1.368  1.3557  7.587
Si  6.8822  1.2773  7.502
Si  4.1045  4.0712  7.4899
Si  9.6192  4.1195  7.4847
Si  1.3948  6.7875  7.5009
Si  6.8759  6.7951  7.4061
Si  4.1769  9.7105  7.6089
Si  9.6515  9.5919  7.4732
Si  2.7047  0.058  9.0738
Si  8.263  -0.0854  8.9147
Si  -0.0265  2.7508  8.9059
Si  5.5962  2.7757  8.7822
Si  2.7172  5.3911  8.8899
Si  8.293  5.5265  8.8177
Si  0.023  8.1723  8.8331
Si  5.6375  8.2435  8.7646
Si  3.459  1.6173  10.7725
Si  9.3089  1.6049  10.2206
Si  1.3789  3.9991  10.3297
Si  7.1451  3.9229  10.068
Si  4.0284  7.0343  9.9256
Si  9.307  7.1708  10.1217
Si  1.6601  9.2055  10.1572
Si  7.5546  8.8885  10.0595
O  8.1754  2.1516  26.3512
O  3.0552  11.8462  22.3757
O  8.1972  2.766  10.5876
O  13.7829  8.0791  10.3815
O  4.8755  2.0318  10.0863
O  2.4308  13.819  10.9349
O  6.7633  9.5696  27.0495
O  1.3133  4.1767  26.9851
O  3.7729  1.2235  12.3424
O  9.8517  1.0618  11.6799
O  1.2996  9.5544  11.7446
O  7.3995  9.0248  11.6851
O  9.8138  6.7335  11.6599
O  0.583  4.7069  11.5985
O  6.3717  4.4127  11.4286
O  4.8187  6.5694  11.2662
O  4.9211  0.3927  26.2945
O  0.5687  -10.1678  27.5112
O  3.3325  2.5823  26.3098
O  10.3599  -0.5793  25.5064
O  8.4634  7.7651  26.0742
O  10.3931  5.9049  26.0333
O  5.195  5.5437  25.98
O  3.403  7.5258  26.2547
Si  5.8425  4.124  21.2518
Si  0.2914  8.741  16.8953
Si  5.3313  11.4938  16.1153
Si  6.6436  7.2406  14.4582
Si  10.4885  3.253  23.0112
Si  4.5868  10.9902  13.1402
Si  7.2245  -1.0795  13.0488
Si  4.292  5.397  14.8422
Si  7.3167  14.0512  18.7655
Si  6.5134  9.3136  18.1379
Si  3.1189  5.6485  20.5213
Si  4.1237  8.4733  20.11
Si  8.7386  3.718  14.4303
Si  2.5107  -0.244  23.4698
Si  13.5984  1.4715  17.2336
Si  7.8418  0.4323  19.9879
Si  9.6287  4.3681  17.327
Si  -0.0706  1.4003  20.4873
Si  8.4373  7.2274  16.8844
Si  10.5037  -1.3456  24.0556
Si  7.6507  -0.366  23.0436
Si  1.3222  3.7014  18.6978
Si  4.038  2.2052  22.7365
Si  8.3268  13.1725  24.7424
Si  6.1579  14.3248  15.9488
Si  5.6293  5.5861  12.2466
Si  9.4777  6.917  25.115
Si  1.6048  6.8158  14.6537
Si  9.4824  0.9476  13.2715
Si  5.0108  8.7156  23.1216
Si  3.887  12.2561  25.4721
Si  12.5998  10.1461  19.2923
Si  4.1198  6.509  25.1901
Si  10.4959  5.552  12.5774
Si  11.8989  0.1919  15.0885
Si  -2.9445  4.7583  23.2789
Si  2.3417  9.2418  12.9795
Si  13.2071  4.841  23.2294
O  8.8745  3.2918  18.3043
O  1.3833  9.2254  26.8343
O  0.9436  8.961  18.3929
O  6.6478  5.0089  22.3865
O  2.5858  0.4697  24.9476
O  7.3507  0.1394  21.5158
O  4.9502  7.3662  24.0585
O  7.2212  4.1149  14.9281
O  10.4704  7.96  24.3131
O  1.132  7.6793  15.9636
O  0.2336  4.5304  17.8142
O  7.9977  6.9796  15.3305
O  1.9288  -0.7552  14.2206
O  5.2692  6.6947  15.1934
O  4.5707  4.9539  20.713
O  14.031  3.5073  22.8414
O  10.8651  0.9309  14.1025
O  6.9522  14.9246  20.0779
O  5.2695  2.6377  21.7331
O  6.3235  1.7808  15.6839
O  0.014  2.0791  21.975
O  9.3537  1.0038  20.0674
O  7.1633  7.9059  17.6368
O  6.1605  0.1189  12.7285
O  6.7656  6.448  13.0396
O  11.6699  4.3072  23.4449
O  2.0967  4.7439  19.6548
O  0.3376  6.1123  13.903
O  6.987  1.5636  19.1689
O  9.675  3.8503  15.7711
O  -1.2282  8.2112  17.0456
O  6.416  9.5374  23.4183
O  3.6333  9.5181  23.4614
O  7.659  0.9194  24.0527
O  5.151  8.9426  18.9431
O  2.8992  9.5499  20.1662
O  15.1905  1.2187  17.1237
O  3.4149  7.048  19.7537
O  4.5338  11.037  14.7693
O  8.5409  6.0923  24.0507
O  9.9049  2.4508  24.3231
O  2.73  5.7395  15.1551
O  8.6322  -0.425  13.5397
O  -2.2955  2.2092  13.8405
O  4.7189  1.8767  24.1832
O  17.065  10.28  16.8635
O  2.4431  2.9839  17.7694
O  0.7189  -0.0275  20.3865
O  2.9302  5.5874  24.5229
O  4.6968  4.064  15.6923
O  6.4145  3.6522  17.5311
O  3.9028  9.5907  12.6289
O  11.4809  2.5282  19.5026
O  8.8351  5.7806  17.5063
O  2.3113  7.7094  13.4912
O  -3.4078  3.6059  24.3406
O  9.1685  -1.0143  23.1431
O  9.3042  4.6282  13.2024
O  11.9208  10.0732  23.3267
O  11.1216  10.2002  16.1736
O  6.6082  8.8553  14.1811
O  13.0823  11.2811  18.2585
O  7.6335  10.0105  19.1095
O  4.9419  8.3624  21.5229
O  2.39  5.8886  21.9735
O  1.8532  1.3289  15.8269
O  9.2415  4.1388  22.3886
O  4.5207  4.9846  13.2758

Results
free energy: -157853.305 eV
free energy less fixed offsets of O -568.88, Si -635.61 eV per atom: -5.085 eV

Forces (eV/angstrom), in the order of the atoms: element, x, y, z
Si  -0.0115  -0.0019  -0.0208
Si  0.0087  -0.0336  -0.0091
Si  -0.007  -0.008  0.0072
Si  -0.0074  -0.0306  -0.0023
Si  -0.0238  -0.0035  0.0003
Si  -0.0157  -0.0204  -0.0233
Si  0.0127  -0.0435  -0.0091
Si  0.0066  -0.0427  0.0123
Si  0.0159  -0.0521  -0.0427
Si  0.0201  -0.0337  -0.0494
Si  0.0392  0.1341  -0.0144
Si  0.0066  0.0215  -0.0503
Si  0.0705  -0.0097  -0.021
Si  -0.0063  -0.0696  -0.0155
Si  0.0677  -0.0127  -0.0582
Si  0.0942  0.0351  0.0372
Si  0.0326  0.0404  0.0341
Si  -0.0414  0.0176  -0.0348
Si  -0.1389  -0.0297  0.0622
Si  -0.0857  -0.1049  -0.0352
Si  -0.0302  0.0317  -0.0159
Si  0.0058  0.0173  -0.0397
Si  -0.0868  -0.0261  -0.0125
Si  -0.0678  -0.0365  0.0122
Si  0.0079  0.0333  0.0221
Si  -0.0141  0.0504  0.0102
Si  0.0023  0.0159  -0.0037
Si  0.0061  0.0187  -0.0165
Si  0.016  0.0243  0.0006
Si  0.0088  0.0203  0.0054
Si  0.0165  -0.0101  -0.0041
Si  -0.0101  0.0342  -0.0016
Si  -0.0054  0.0067  0.011
Si  -0.0237  0.0217  0.0341
Si  0.0306  0.0035  0.0589
Si  -0.0281  -0.0038  -0.0053
Si  -0.0147  0.0068  0.0165
Si  0.0313  -0.0236  0.0174
Si  -0.0071  0.0207  0.0104
Si  0.0146  -0.0071  0.0233
Si  0.0149  0.0073  -0.0008
Si  -0.0116  0.0198  -0.0082
Si  -0.0098  -0.0327  -0.0094
Si  0.0093  0.0128  0.004
Si  -0.0054  -0.0004  -0.0024
Si  0.0155  -0.0157  -0.0011
Si  -0.0068  0.009  0.0013
Si  -0.0085  0.0015  0
Si  -0.001  -0.0154  0.0155
Si  0.0244  -0.0077  0.0096
Si  -0.0072  -0.0121  0.0231
Si  0.0039  0.0153  -0.0016
Si  0.0096  0.0159  0.0247
Si  -0.0201  -0.0052  0.0063
Si  0.0032  0.01  0.0228
Si  -0.0171  0.003  0.0255
Si  0.0003  -0.0034  -0.0085
Si  0.0019  0.0059  -0.006
Si  0.0025  0.0028  0.0032
Si  0.003  0.0069  -0.0122
Si  -0.0067  0.0061  -0.0072
Si  0.0142  0.0042  -0.0049
Si  -0.0023  -0.0001  -0.0048
Si  0.0012  0.0011  0.0074
Si  0.0058  -0.0034  0.0012
Si  -0.0047  -0.0008  0.0129
Si  0.0056  -0.002  0.0058
Si  0.0023  0.0022  0.0067
Si  -0.007  0.0067  0.0121
Si  0.005  -0.0057  0.0028
Si  0.0034  -0.0009  0.0012
Si  -0.001  -0.0003  0.0116
Si  -0.0032  -0.0035  0.0004
Si  0.0053  0.0009  0.0041
Si  -0.0015  0.0074  0.0058
Si  -0.0003  -0.0035  0.0038
Si  0.0036  0.0024  0.0045
Si  -0.0036  -0.0014  0.0054
Si  -0.0022  -0.0011  0.0023
Si  -0.0005  0.0002  0.002
Si  -0.0039  -0.0016  0.0019
Si  -0.0012  0.0018  -0.0017
Si  0.0031  0.0007  -0.0067
Si  0.0027  -0.0018  0.0043
Si  0.0023  -0.0041  -0.0019
Si  0.0024  0.0014  -0.0025
Si  -0.0014  0.0014  0.0001
Si  0.0011  0.0037  -0.0052
Si  -0.0067  -0.0041  0.0036
Si  0.0062  -0.0027  -0.0079
Si  -0.0013  0.0015  0.004
Si  -0.0079  0.0097  -0.007
Si  -0.005  0.005  -0.0044
Si  0.0005  -0.0058  -0.0057
Si  0.0071  0.0086  -0.0108
Si  0.0036  -0.0078  0.0035
Si  -0.0045  -0.0164  0.0014
Si  0.0105  0.0201  0.0109
Si  0.0075  0.0029  0.0001
Si  -0.0069  -0.0054  0.0075
Si  -0.0091  -0.0112  0.0055
Si  0.0138  -0.0123  0.0004
Si  -0.0161  -0.0095  0.0142
Si  -0.0034  0.0107  0.0082
Si  0.0059  0.0105  -0.0077
Si  -0.011  -0.0194  -0.0267
Si  -0.0516  0.0224  0.0185
Si  0.0413  0.0039  -0.0441
Si  0.0172  0.0191  -0.0061
Si  -0.0081  0.0022  -0.0065
Si  0.0035  -0.0098  -0.0318
Si  0.0013  0.0219  -0.007
Si  -0.0167  0.0137  0.0091
Si  0.013  -0.0088  0.0098
Si  -0.0012  -0.0165  0.0114
Si  0.0114  0.0215  -0.0001
Si  0.0465  -0.008  -0.0186
Si  -0.0461  -0.0112  0.0072
Si  0.0092  -0.0148  -0.0136
Si  0.0395  0.0038  0.0372
Si  -0.0035  -0.0443  0.0105
Si  0.0197  -0.0098  -0.0433
Si  0.0383  0.0018  -0.0702
Si  -0.0112  0.033  -0.099
Si  -0.0464  -0.0111  -0.068
Si  -0.0304  0.087  -0.0345
Si  0.0216  0.0033  -0.0035
Si  -0.0074  -0.0404  -0.1148
O  0.0112  -0.0084  0
O  0.0035  0.0102  0.0065
O  0.0325  -0.0345  0.0261
O  -0.0097  0.0028  0.0171
O  0.0261  -0.0068  -0.0043
O  -0.0164  -0.0093  0.0366
O  0.0143  -0.0121  -0.0293
O  -0.0082  -0.0001  -0.0207
O  0.0152  -0.0132  0.0127
O  -0.0002  -0.0091  0.0402
O  0.0008  -0.0067  0.016
O  0.0011  -0.0022  0.0994
O  0.015  -0.0236  0.0458
O  -0.043  0.0376  0.0456
O  -0.0092  -0.0169  0.0548
O  -0.0107  0.0285  -0.0068
O  -0.0044  0.0049  -0.0001
O  -0.0189  -0.0162  -0.0201
O  0.0129  -0.0212  -0.0124
O  0.0057  -0.0033  -0.0015
O  0.0091  -0.0098  -0.0057
O  -0.0158  0.0147  -0.0081
O  -0.0309  0.0287  -0.0177
O  0.0075  -0.0124  -0.0119
Si  0.0062  0.0061  -0.0038
Si  -0.0016  -0.0026  -0.0013
Si  -0.0043  -0.0051  -0.0064
Si  0.0073  0.0039  0.0059
Si  0.0004  0.004  -0.0032
Si  -0.013  0.021  0.0044
Si  0.0028  0.0114  0.0109
Si  -0.0056  -0.0082  0.0034
Si  -0.0007  0.0021  -0.0016
Si  -0.0019  0.0005  -0.0001
Si  -0.0033  0.0006  -0.0057
Si  0.0004  0.0037  -0.0012
Si  0.0085  0.0005  -0.0022
Si  -0.011  -0.0066  -0.0108
Si  -0.0008  0.0008  -0.0029
Si  0.0018  -0.0018  0.004
Si  0.0015  -0.0009  -0.0034
Si  -0.0006  0.0001  -0.0006
Si  0.0012  0.0016  0.0031
Si  -0.005  -0.0023  0
Si  0.0062  0.0026  -0.0089
Si  0.0029  0.0019  0.0023
Si  0.0018  -0.0048  -0.0038
Si  -0.0082  0.0017  -0.0024
Si  0.0019  0.0058  0.0011
Si  0.0145  0.0036  0.0342
Si  0.0069  0.0022  -0.0146
Si  -0.0082  -0.0058  0.0113
Si  0.0112  0.0001  0.0039
Si  0.0055  -0.0118  -0.0087
Si  -0.0009  0.0101  -0.0016
Si  0.0032  0.0007  -0.0027
Si  0.0126  -0.0064  -0.0131
Si  -0.004  0.0086  0.0158
Si  0.0012  -0.0001  -0.003
Si  -0.0025  0.008  0.0046
Si  -0.0003  0.0189  0.0113
Si  -0.0026  0.01  -0.0022
O  0.0009  -0.0009  0.005
O  0.0139  -0.0172  -0.0032
O  0.0017  0.0012  0.0038
O  -0.0078  -0.0005  0.0006
O  -0.0016  -0.0035  0.0072
O  0.0045  0.0021  -0.0061
O  0.0021  0.0135  0.0048
O  -0.0075  -0.0015  0.0014
O  0.0055  0.0113  0.009
O  -0.0015  0.0047  -0.0022
O  0.0016  0.0007  0.0027
O  0.0049  0.0007  -0.0006
O  -0.0093  0.0071  0.0013
O  -0.0024  -0.0003  -0.0029
O  -0.0028  0.0001  0.0065
O  0.0048  -0.0052  0.009
O  0.0072  -0.0054  -0.0014
O  0.0001  -0.0015  0.002
O  0.0063  0.0032  0.005
O  -0.0063  -0.0037  -0.0019
O  0.0036  -0.0057  0.0002
O  0.0004  0.0004  0.0047
O  0.0011  0.0015  -0.0016
O  0.0044  -0.0044  -0.0076
O  0.003  0.0079  0.0095
O  -0.0012  -0.0042  0.0058
O  0.0032  0.0004  0.0055
O  0.013  0.0061  0.006
O  -0.001  -0.0002  0.0033
O  0.0028  0.0032  0.0092
O  0.003  0.0012  -0.0018
O  -0.003  -0.001  0.0132
O  0.0029  0.001  0.0112
O  -0.0008  -0.0059  0.008
O  0.0028  0.0014  -0.0002
O  0.0041  -0.0018  0.007
O  0.0007  0.0022  -0.0012
O  -0.0005  -0.0007  0.0041
O  0.0133  0.0029  0.0149
O  -0.0077  -0.0127  0.0016
O  0.0048  0.0044  0.0073
O  0.0048  -0.0012  -0.0028
O  -0.0022  -0.0026  -0.007
O  -0.0019  0.0061  -0.0044
O  0.0003  0.0024  -0.0034
O  0.0024  0.0013  0.0035
O  0.0001  0  -0.001
O  -0.0001  0.0015  0.0014
O  -0.0075  -0.0045  0.0062
O  0.0025  -0.0044  0.0011
O  0.0015  -0.002  0.0034
O  0.0031  -0.0034  -0.0097
O  0.0005  0.0012  0.0022
O  0  -0.0018  0.0013
O  -0.0006  -0.007  -0.0011
O  0.0067  0.0029  0.0024
O  -0.0129  0.0063  0.0048
O  -0.0115  -0.01  0.0063
O  0.0099  0.0031  0.0112
O  0.0031  -0.0047  -0.001
O  -0.0028  -0.0062  -0.0029
O  0.0014  0.0013  0.0002
O  0.0005  0.0026  0.0011
O  -0.0044  0.0041  0
O  0.0042  0.0004  -0.0003
O  0.0025  0.0003  0.0012
O  0.0097  -0.0023  0.0042
O  -0.0147  -0.0024  0.0177

The program warned: the cutoff lies below the one the program advises for these potential files; the forces do not sum to zero within the program's tolerance; the exchange-correlation potential is rough where the density is thin.
